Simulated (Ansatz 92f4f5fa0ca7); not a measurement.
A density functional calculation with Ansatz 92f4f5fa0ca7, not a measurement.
Periodic cell of 222 atoms, Si131O89As2, from a study of silicon, its oxide and their interface. The atomic structure is a simulated model.
Doubt: the cutoff is far below the 930 eV that the study's wrapper takes by default for these files, so forces and energies are approximate.

Settings
functional: PBE
potential files: Ansatz PAW
basis: plane waves
wave-function cutoff: 580 eV
density cutoff ratio: 5
exchange-correlation grid ratio: 1
k mesh: 1 x 1 x 1, Gamma-centred
self-consistency stop: 5e-08 eV per atom in the density residual
occupations: fixed
spin: none
net charge: 0

Cell vectors (angstrom)
a 10.938 0 0
b 0 10.938 0
c 0 0 32.1988

Atoms and the computed forces on them: element, x, y, z (angstrom), force x, y, z (eV/angstrom)
Si 10.5876 0.2313 24.8664 0.0023 -0.0039 -0.0132
Si 5.741 10.6838 24.7616 -0.0035 0.0079 -0.0137
Si 2.4739 2.924 24.6527 0.0032 -0.0019 -0.0207
Si 8.4222 2.4647 24.8305 -0.0069 0.0084 -0.0113
Si 0.2709 5.1733 24.7607 -0.0028 0.0043 -0.0166
Si 5.1538 5.7526 24.6876 0.0028 -0.0003 -0.0185
Si 2.9346 8.0111 24.5966 -0.0021 0.0062 -0.0168
Si 7.9382 8.4423 24.7421 0.0061 -0.0028 -0.0195
Si 1.3261 1.3872 26.0436 -0.0019 0.0081 0.0024
Si 6.847 1.3149 26.1306 0.0118 -0.0084 0.0155
Si 4.0445 4.1125 25.9895 -0.0007 0.0022 0.0038
Si 9.601 4.0662 26.0856 0.0081 -0.0076 0.0032
Si 1.3968 6.8335 25.9993 0.0066 0.0012 0.0049
Si 6.766 6.8546 26.0283 -0.0015 0.005 0.0006
Si 4.0973 9.5383 26.0013 0.0045 -0.002 0.0021
Si 9.4682 9.5747 26.1488 -0.008 0.0084 0.0134
Si 2.7255 -0.0046 27.3508 -0.0028 -0.0001 -0.0159
Si 8.1631 -0.015 27.5585 0.0005 -0.0055 0.0208
Si 0.006 2.7262 27.4887 -0.0022 -0.002 0.0092
Si 5.4389 2.7511 27.367 -0.0026 -0.0013 -0.012
Si 2.7273 5.4741 27.4261 0.0013 -0.0023 0.0043
Si 8.1823 5.4754 27.3607 -0.0005 -0.0026 -0.0134
Si -0.0043 8.1875 27.3749 -0.0023 -0.0028 -0.0092
Si 5.4355 8.2029 27.4474 -0.0002 -0.0041 0.0066
Si 4.0797 1.3718 28.7416 0.0051 0.0001 0.0175
Si 9.5749 1.3631 28.8463 -0.0129 -0.0038 -0.0295
Si 1.3647 4.1199 28.8107 -0.0036 -0.0152 -0.0159
Si 6.8247 4.1047 28.7456 0.0041 -0.009 0.021
Si 4.0914 6.8245 28.803 -0.005 0.0019 -0.0059
Si 9.558 6.829 28.7504 0.0013 0.0029 0.015
Si 1.3685 9.5652 28.7424 -0.004 -0.0021 0.02
Si 6.7819 9.552 28.8537 0.0265 0.0065 -0.0341
Si 0.0156 -0.0171 30.1548 0.0127 -0.0072 0.002
Si 5.4363 0.0233 30.1581 -0.0159 0.0217 0.0103
Si 2.7342 2.7364 30.145 0.0042 -0.0071 -0.0018
Si 8.1895 2.7485 30.1499 -0.0055 0.011 0.0101
Si -0.0136 5.4796 30.1495 -0.0062 0.01 0.008
Si 5.4731 5.464 30.1468 0.0076 -0.0031 -0.0011
Si 2.7243 8.2074 30.1425 -0.0017 0.0094 0.0049
Si 8.2046 8.1933 30.152 0.0093 -0.0068 0.0066
Si 1.3673 1.3673 31.515 0.073 -0.0287 0.0113
Si 6.8362 1.3673 31.515 -0.0715 0.0695 -0.0321
Si 4.1018 4.1018 31.515 0.0478 -0.0723 -0.002
Si 9.5708 4.1018 31.515 -0.0928 0.0566 -0.0162
Si 1.3673 6.8362 31.515 -0.0597 0.0842 -0.0649
Si 6.8362 6.8362 31.515 0.0315 -0.1057 0.0434
Si 4.1018 9.5708 31.515 -0.1613 0.0252 -0.0005
Si 9.5708 9.5708 31.515 0.04 -0.0699 0.0178
Si 2.7345 0 0.6835 -0.0049 -0.084 0.0993
Si 8.2035 0 0.6835 -0.1117 0.0377 -0.2154
Si 0 2.7345 0.6835 -0.1129 -0.0126 -0.0442
Si 5.469 2.7345 0.6835 0.1041 -0.0112 0.0305
Si 2.7345 5.469 0.6835 -0.0614 0.1858 -0.2414
Si 8.2035 5.469 0.6835 0.0674 -0.1046 0.0847
Si 0 8.2035 0.6835 0.0546 -0.1125 0.0092
Si 5.469 8.2035 0.6835 -0.0251 0.0652 -0.0672
Si 4.1129 1.3622 2.046 0.0095 -0.0179 -0.0133
Si 9.5531 1.3616 2.0391 0 0.0138 -0.0028
Si 1.3456 4.1397 2.0198 -0.0058 -0.0023 0.0004
Si 6.8464 4.0916 2.0602 0.0053 -0.0151 -0.0151
Si 4.0966 6.8383 2.0404 -0.0138 0.0058 -0.0058
Si 9.5708 6.8379 2.0518 0.0076 -0.0114 -0.0091
Si 1.3707 9.5551 2.0549 0.0263 0.0053 -0.0076
Si 6.8333 9.5816 2.038 -0.0221 0.011 0.0093
Si -0.0506 -0.042 3.3718 -0.002 0.0406 0.0101
Si 5.484 -0.0029 3.4373 -0.0222 0.0016 0.0025
Si 2.7398 2.7914 3.3186 -0.0278 -0.0221 0.0477
Si 8.1972 2.7016 3.4472 0.0141 0.0051 0.0025
Si -0.002 5.4773 3.4378 -0.0122 -0.0022 0.0046
Si 5.4766 5.4872 3.384 0.0092 0.0448 -0.0212
Si 2.7441 8.1881 3.4426 0.0167 0.0061 -0.0006
Si 8.1934 8.2154 3.3835 0.0116 -0.0185 0.0016
Si 1.3007 1.4408 4.5749 -0.0057 0.0096 -0.0111
Si 6.851 1.3189 4.8581 0.0018 0.01 0.0223
Si 4.1112 4.1206 4.7156 0.0163 0.004 -0.0375
Si 9.5613 4.0913 4.7894 0.0064 -0.0036 0.0069
Si 1.3846 6.8204 4.8282 0.0019 0.014 0.0063
Si 6.8065 6.8913 4.742 -0.0229 -0.0011 0.0004
Si 4.1293 9.5595 4.808 -0.0106 0.0129 0.0253
Si 9.5361 9.5348 4.7926 0.012 0.008 -0.0024
Si 2.6601 0.1151 5.8866 0.0356 0.0169 0.0673
Si 8.179 -0.0954 6.2661 -0.0269 -0.0174 -0.024
Si 0.0001 2.6866 6.1022 0.0041 -0.0203 0.0002
Si 5.4263 2.7417 6.1046 -0.0417 0.0104 0.0892
Si 2.7913 5.4476 6.1612 0.0284 0.0116 -0.027
Si 8.1315 5.4688 6.0616 -0.0259 -0.0133 0.007
Si -0.0131 8.1793 6.1717 0.0103 0.0129 0.0203
Si 5.5081 8.2234 6.2539 0.0062 0.0148 -0.0114
As 3.9729 1.3687 7.4819 -0.1144 0.1636 -0.0113
Si 9.7868 1.111 7.4605 0.0138 0.0343 0.0509
Si 1.6891 3.7458 7.3442 0.0096 -0.0616 0.5753
Si 6.5735 4.3575 7.4502 -0.0031 -0.0399 0.0102
Si 4.3697 6.6104 7.5206 -0.0056 -0.0222 0.0573
Si 9.3347 6.9323 7.4302 0.043 -0.0668 0.1407
Si 1.1411 9.9378 7.271 -0.0165 0.0047 0.0032
Si 7.1417 9.212 7.7263 -0.0071 -0.002 0.0533
O 8.2938 8.0685 7.9976 0.0176 -0.0181 -0.0663
O 2.7638 2.6627 8.018 -0.1511 0.1448 -0.2349
O 9.5197 1.3541 24.2691 0.003 0.0003 0.013
O 4.0519 6.8695 24.1235 0.0008 -0.0007 0.015
O 0.024 0.034 7.9496 0.0028 -0.0334 -0.0083
O 5.4692 5.4669 8.0057 -0.011 0.0376 -0.0179
O 6.8473 9.5746 24.2075 0.001 -0.0013 0.018
O 1.3629 4.064 24.1736 0.0016 0.0008 0.0182
O 3.8235 7.364 8.9062 -0.009 -0.0129 -0.0104
O 0.9616 4.4075 8.6755 0.1373 -0.0245 -0.3975
O 9.826 6.0926 8.7776 0.0582 0.0261 -0.0667
O 2.1656 9.4312 8.4551 -0.0148 0.0016 -0.0368
O 7.3786 3.8054 8.774 0.0062 0.0165 -0.0064
O 6.6961 9.5727 9.2797 0.0555 -0.0606 -0.0885
O 9.0554 1.7405 8.7976 0.0426 -0.0166 -0.0305
O 7.6933 3.1422 23.5289 0.002 -0.0005 0.0102
O 10.4961 5.8515 23.4521 0.0075 -0.0062 0.0192
O 5.0998 0.4582 23.4342 0.0026 -0.0027 0.0103
O 5.8601 5.0939 23.356 -0.0063 0.0093 0.0242
O 3.1006 2.2155 23.291 -0.0036 0.0046 0.0191
O 2.3003 8.7248 23.2289 0.0065 -0.0054 0.0197
O 8.6197 7.7643 23.4036 -0.0018 0.0022 0.0161
O 0.2427 10.3486 23.5927 -0.0068 0.0051 0.019
Si 4.3871 1.5754 22.4932 -0.0009 -0.0123 -0.0339
Si 3.542 7.9517 14.0508 0.0209 0.0075 -0.0036
Si 7.1294 0.9986 14.7033 -0.0273 0.0001 -0.0085
Si 0.9486 9.3626 22.5272 -0.0004 0.0053 -0.0347
Si 1.2117 4.3552 11.9265 0.0098 -0.0013 0.0059
Si 6.2999 8.9889 15.3689 0.0033 0.0021 0.0079
Si 0.7141 1.3992 12.3124 -0.0013 0.0258 0.0194
Si 8.6395 4.9568 20.5299 0.0124 -0.0037 -0.0345
Si 0.3561 5.7331 9.3861 0.0848 -0.175 -0.0691
Si 5.1277 3.1324 18.0311 0.0051 0.0047 -0.0179
Si 0.8905 3.7322 16.7435 0.0077 -0.0047 -0.0102
Si 10.4302 2.8627 19.2472 -0.0013 -0.0025 -0.0256
As 5.015 0.9971 10.5348 -0.3378 -0.0222 -0.0017
Si 0.9039 0.1874 19.855 -0.0026 0.0117 -0.0324
Si 6.773 9.3792 10.9249 -0.0867 0.1169 0.1203
Si 9.3594 9.687 18.3326 0.0005 -0.001 -0.0076
Si 9.4944 9.195 12.591 -0.0249 -0.0003 -0.0076
Si 6.5671 3.8426 22.5891 0.0122 -0.0069 -0.0325
Si 2.4439 8.1151 9.3645 0.0149 -0.0268 0.0405
Si 10.6221 7.3701 17.1027 0.0031 0.0004 0.0007
Si 2.5322 6.2969 16.575 0.0053 -0.0059 0.0043
Si 10.1776 4.4839 14.1984 0.0188 -0.0048 0.0135
Si 6.158 9.192 18.5556 0.0025 -0.0018 -0.0148
Si 7.8012 2.4509 9.5775 0.0094 -0.0212 0.0057
Si 8.8837 2.1317 12.4301 -0.013 -0.0029 -0.0162
Si 5.3603 6.253 18.0934 0.0044 -0.003 -0.0065
Si 3.9379 0.5541 19.5149 0.0096 0.0067 -0.0349
Si 4.2884 3.9153 12.2207 0.0433 -0.1081 -0.0694
Si 5.6136 6.6 12.1979 -0.0224 0.0019 -0.007
Si 8.0243 2.5184 17.2677 0.0001 -0.0013 -0.0015
Si 4.3692 2.5348 15.0405 0.0007 0.0047 -0.0167
Si 1.5794 1.2088 15.2793 0.014 0.0082 0.0039
Si 1.6535 9.4448 12.0511 0.0008 0.0013 0.0445
Si 8.0957 6.8665 13.946 -0.0014 -0.0026 0.0181
Si 10.4181 9.8344 15.501 0.0109 0.0027 0.0136
Si 9.8085 7.0246 22.5642 -0.0086 -0.003 -0.0285
Si 8.1303 5.4951 17.4349 -0.003 0.0027 -0.0129
O 6.1968 7.8574 11.281 0.0271 -0.0209 -0.0032
O 6.0294 9.2177 16.9435 0.0019 0.0024 0.0115
O 7.7689 1.3222 13.2542 -0.0013 0.0016 0.0068
O 0.9124 1.7419 13.8949 -0.0107 -0.0063 -0.0089
O 9.4758 6.2373 16.9253 0.004 0.0026 0.0041
O 6.7793 6.2251 13.2628 0.032 0.0137 0.0205
O 5.1668 4.6807 18.671 -0.0003 -0.0011 0.0115
O 9.2516 2.1706 18.3067 0.0122 0.0021 0.0162
O 2.3883 0.1031 19.0936 -0.0006 -0.0021 0.0144
O 9.4343 10.2342 16.7693 0.0034 -0.0035 0.0053
O 2.8194 4.5122 11.7896 -0.0036 0.0123 0.015
O 5.0883 10.328 19.1533 -0.004 0.0078 0.0118
O 9.427 3.3027 13.3927 0.0084 0.0167 -0.0104
O 0.4834 1.7781 19.9752 0.0056 -0.0044 0.0169
O 3.1959 1.3705 15.0822 -0.004 -0.0079 0.0138
O 8.1741 5.3872 19.0472 0.0035 -0.0023 0.0231
O 3.9177 6.574 17.3937 0.0011 0.0012 0.0022
O 4.5725 3.2693 16.4923 0.0057 0.0001 0.013
O 9.076 5.6595 14.3975 -0.0024 0.0032 0.0096
O 5.4413 2.7635 22.132 0.001 0.0043 0.016
O 10.6523 4.0516 15.6822 0.0022 -0.0018 -0.0047
O 0.3635 3.874 18.284 0.0005 0 0.015
O 10.4456 10.5345 19.2166 0.0111 0.0032 0.0166
O 9.7037 10.0174 14.0296 0.0067 -0.0008 -0.0079
O 10.9061 8.1322 22.1015 0.0039 0.0012 0.0154
O 1.2408 2.1529 16.5589 0.0057 -0.0031 0.0047
O 9.7649 3.7724 20.4336 -0.0024 0.0086 0.0194
O 8.131 4.0414 16.7158 0.0016 0.0046 0.0027
O 0.061 9.0641 11.9381 -0.0022 0.0029 -0.0094
O 6.6119 2.4299 18.0842 0.0007 -0.0002 0.0064
O 5.7839 10.5674 11.5305 0.106 -0.0322 -0.039
O 7.7744 9.5979 18.8667 0.0054 0.0008 0.0086
O 10.0748 1.0591 12.033 0.008 0.0105 -0.0028
O 1.2424 7.0642 9.1092 -0.0322 -0.0138 0.004
O 0.6338 4.8012 13.3921 0.0003 0.0054 0.0008
O 5.7142 7.6302 19.0138 0.0036 0.0017 0.0118
O 5.286 5.0916 11.6164 0.0113 0.0427 0.0102
O 2.741 7.0069 15.1202 -0.0038 -0.0045 0.0006
O 0.9808 2.7841 11.5065 -0.0104 -0.0079 0.01
O 0.9019 10.679 15.5729 -0.0021 -0.0027 -0.0029
O 2.4942 8.6662 10.8884 -0.0053 0.0059 -0.0271
O 4.787 2.4682 11.6159 0.0413 0.0596 -0.0065
O 4.1848 3.672 13.8629 -0.0026 0.0184 0.0474
O 2.181 4.6975 16.4526 0.001 0.0085 0.0038
O 10.7286 8.2446 15.7181 -0.0014 0.0004 0.0022
O 6.907 10.3407 14.7349 0.0117 -0.0055 -0.001
O 2.4253 8.9986 13.4318 -0.0103 -0.0053 -0.0062
O 8.0328 1.5345 15.9652 0.0088 0.0065 0.008
O 4.1871 7.0552 12.8561 -0.0132 -0.0002 0.0056
O 4.2085 2.0263 18.822 -0.0029 -0.0112 0.0181
O 7.3073 4.4062 21.2713 -0.0074 -0.007 0.0243
O 8.2886 2.8199 11.0813 -0.0033 -0.0171 0.0256
O 1.2175 6.8809 17.3786 -0.0005 0.0038 0.0045
O 5.7006 1.7096 14.7327 0.0128 0.0181 -0.0072
O 8.3002 9.6683 11.5344 0.0825 -0.0236 0.0166
O 9.2024 6.299 21.2504 0.0036 0.0121 0.0214
O 9.035 7.6806 12.9189 0.0017 -0.0051 -0.0019
O 1.6939 0.1533 11.8845 -0.0017 -0.0139 0.005
O 6.6687 6.1702 17.0886 0.012 -0.0011 0.0056
O 7.4726 7.8637 15.0991 0.0056 -0.0042 -0.0089
O 1.2205 10.2976 21.2294 0 -0.0104 0.0291
O 10.0545 8.2099 18.3721 0.0029 0.0019 0.0103
O 3.9369 0.8193 21.1309 0.0032 0.0017 0.0351
O 0.3625 5.3671 10.9607 -0.0055 0.0082 -0.0476
O 6.4958 1.4706 9.6197 0.1112 0.0136 0.0347
O 4.8222 8.6995 14.7348 0.0081 -0.007 0.0069

Results
free energy: -143603.944 eV
free energy less fixed offsets of As -4856.12, O -568.88, Si -635.61 eV per atom: 3.526 eV

The program warned: the cutoff lies below the one the program advises for these potential files; the forces do not sum to zero within the program's tolerance; the exchange-correlation potential is rough where the density is thin.
